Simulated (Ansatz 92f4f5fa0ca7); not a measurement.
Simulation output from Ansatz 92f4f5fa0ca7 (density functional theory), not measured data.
Periodic cell of 221 atoms, Si132O88H1, from a study of silicon, its oxide and their interface. The atomic structure is a simulated model.
Doubt: the cutoff is far below the 930 eV that the study's wrapper takes by default for these files, so forces and energies are approximate.

Settings: functional PBE; potential files Ansatz PAW; basis plane waves; wave-function cutoff 580 eV; density cutoff ratio 5; exchange-correlation grid ratio 1; k mesh 1 x 1 x 1, Gamma-centred; self-consistency stop 5e-08 eV per atom in the density residual; occupations fixed; spin none; net charge +1 e, with a uniform compensating background and no finite-size correction.

Cell vectors (angstrom)
a	10.938	0	0
b	0	10.938	0
c	0	0	32.7587

Atoms and the computed forces on them: element, x, y, z (angstrom), force x, y, z (eV/angstrom)
Si	-0.266	0.3517	25.2039	-0.0426	0.095	-0.1968
Si	5.7773	-0.1681	25.2598	0.1304	-0.0945	-0.2797
Si	2.5138	3.1014	25.2649	-0.0622	0.0936	-0.2396
Si	8.4749	2.5873	25.1435	0.1357	-0.0984	-0.2373
Si	0.3088	5.2939	25.2521	0.1332	-0.0796	-0.3099
Si	5.1635	5.8029	25.3609	-0.0209	0.0932	-0.2161
Si	3.0008	8.0091	25.2793	0.1657	-0.0864	-0.3201
Si	7.9683	8.5559	25.2819	-0.1139	0.1236	-0.2413
Si	1.3515	1.4546	26.5504	0.0132	0.0266	-0.1544
Si	6.9132	1.4269	26.5751	-0.0657	0.0612	-0.1825
Si	4.0424	4.2055	26.6863	0.101	-0.0603	-0.2141
Si	9.6162	4.1297	26.5461	0.0126	0.0454	-0.1268
Si	1.4223	6.86	26.6307	-0.0976	0.0702	-0.2003
Si	6.8297	6.9314	26.6044	-0.0144	-0.025	-0.1839
Si	4.1529	9.6157	26.5805	-0.0138	0.0266	-0.1709
Si	9.5578	9.6948	26.6024	0.0458	-0.0673	-0.1841
Si	2.7219	0.0308	27.9172	-0.0617	-0.0245	0.033
Si	8.1931	0.0447	28.0041	-0.0267	0.005	0.0463
Si	-0.0104	2.7582	27.9756	-0.0233	-0.0095	0.0215
Si	5.4647	2.7595	27.9363	-0.0253	-0.0374	0.0421
Si	2.7006	5.5086	28.0495	-0.0154	-0.0038	0.1073
Si	8.2021	5.4885	27.9206	-0.0248	-0.041	0.0315
Si	-0.0133	8.2374	27.9319	-0.0487	0.0087	0.0429
Si	5.4579	8.2382	27.996	-0.0228	-0.0197	0.0698
Si	4.1018	1.3673	29.3404	0.0053	0.0522	-0.3494
Si	9.5708	1.3673	29.3404	0.099	0.1926	0.2291
Si	1.3673	4.1018	29.3404	-0.2389	-0.0137	0.3437
Si	6.8362	4.1018	29.3404	0.0687	0.1103	-0.317
Si	4.1018	6.8362	29.3404	0.0914	0.2496	0.362
Si	9.5708	6.8362	29.3404	0.0047	0.0769	-0.3537
Si	1.3673	9.5708	29.3404	0.0402	0.1338	-0.3472
Si	6.8362	9.5708	29.3404	-0.0093	0.1849	0.1997
Si	0	0	30.7077	0.0257	0.034	-0.0291
Si	5.469	0	30.7077	0.0646	-0.0588	-0.0042
Si	2.7345	2.7345	30.7077	-0.0007	0.0316	-0.018
Si	8.2035	2.7345	30.7077	0.0891	-0.0026	-0.0082
Si	0	5.469	30.7077	0.0467	-0.0596	0.0103
Si	5.469	5.469	30.7077	0.0207	0.0478	-0.0253
Si	2.7345	8.2035	30.7077	0.0747	0.0049	-0.0101
Si	8.2035	8.2035	30.7077	0.0061	0.0285	-0.0315
Si	1.3673	1.3673	32.0749	-0.0193	-0.0503	-0.0056
Si	6.8362	1.3673	32.0749	-0.0457	0.0231	-0.0238
Si	4.1018	4.1018	32.0749	0.0063	0.0087	-0.0094
Si	9.5708	4.1018	32.0749	-0.0747	0.0498	-0.0153
Si	1.3673	6.8362	32.0749	-0.0041	0.0513	-0.0378
Si	6.8362	6.8362	32.0749	0.0012	-0.0037	-0.0056
Si	4.1018	9.5708	32.0749	-0.0769	0.0188	-0.026
Si	9.5708	9.5708	32.0749	0.0116	-0.0104	-0.0142
Si	2.7345	0	0.6835	0.0722	-0.0606	0.0161
Si	8.2035	0	0.6835	0.0012	-0.0144	0.013
Si	0	2.7345	0.6835	0.025	0.0315	0.0143
Si	5.469	2.7345	0.6835	0.0127	-0.0102	0.0403
Si	2.7345	5.469	0.6835	-0.0665	0.0346	-0.0073
Si	8.2035	5.469	0.6835	0.0764	-0.034	0.0147
Si	0	8.2035	0.6835	0.0385	-0.0446	0.0275
Si	5.469	8.2035	0.6835	0.0297	0.0396	0.0067
Si	4.1018	1.3673	2.0507	-0.0531	-0.0244	0.0363
Si	9.5708	1.3673	2.0507	-0.0167	-0.075	-0.0022
Si	1.3673	4.1018	2.0507	0.0585	0.0345	-0.0142
Si	6.8362	4.1018	2.0507	-0.0256	0.0658	0.031
Si	4.1018	6.8362	2.0507	-0.0887	-0.0475	0.0357
Si	9.5708	6.8362	2.0507	-0.1233	0.0373	0
Si	1.3673	9.5708	2.0507	-0.0268	0.0911	-0.0148
Si	6.8362	9.5708	2.0507	-0.0583	-0.1096	-0.0018
Si	0	0	3.418	0.426	0.2228	-0.6963
Si	5.469	0	3.418	0.06	0.07	0.1379
Si	2.7345	2.7345	3.418	-0.0157	0.2944	-0.1346
Si	8.2035	2.7345	3.418	-0.15	-0.0181	0.4481
Si	0	5.469	3.418	-0.0288	-0.3832	0.3069
Si	5.469	5.469	3.418	-0.0589	-0.3619	0.2066
Si	2.7345	8.2035	3.418	0.0477	-0.1553	0.3143
Si	8.2035	8.2035	3.418	-0.3688	-0.5204	-0.7845
Si	1.323	1.4278	4.7463	0.0121	0.1468	-0.0723
Si	6.8209	1.353	4.8465	-0.0285	0.0535	-0.0492
Si	4.1349	4.0129	4.8546	-0.0202	0.0032	0.1407
Si	9.5692	4.0618	4.8591	0.1112	0.087	-0.0518
Si	1.4019	6.7578	4.8119	0.1508	0.0014	-0.02
Si	6.8548	6.796	4.7768	0.0204	0.0965	-0.0192
Si	4.102	9.5912	4.7978	0.0187	-0.1115	-0.025
Si	9.5928	9.5342	4.6182	-0.0188	-0.1408	-0.1282
Si	2.6912	0.0913	6.0493	0.042	-0.1158	0.1117
Si	8.3022	-0.0951	5.965	-0.1034	0.0855	0.1789
Si	-0.0276	2.6484	6.2735	0.0679	0.0254	0.1874
Si	5.3932	2.5497	6.4067	0.0251	0.0173	0.2533
Si	2.7632	5.3619	6.2733	0.0055	-0.004	0.1505
Si	8.1223	5.3614	6.2149	-0.0944	0.0198	0.0918
Si	-0.1197	8.1262	5.9567	-0.0519	-0.138	0.1986
Si	5.5212	8.2093	6.1297	0.0135	-0.0098	0.0948
Si	3.6912	1.2848	7.8747	-0.1912	-0.0506	-0.5614
Si	9.7838	0.888	7.4819	0.0749	-0.1565	0.1518
Si	1.6267	3.6808	7.6409	-0.1808	0.0983	-0.2536
Si	6.5351	4.2285	7.6665	-0.1592	0.1031	-0.2339
Si	4.4564	6.593	7.4559	0.1753	-0.13	-0.2353
Si	9.2901	7.0235	7.3851	-0.1517	0.1559	0.1271
Si	1.0293	9.7908	7.0587	-0.0731	-0.0516	0.266
Si	7.2171	9.3388	7.3653	0.0257	-0.3415	0.1624
O	1.401	4.1818	24.6199	-0.0157	-0.005	0.6659
O	6.84	9.6245	24.646	0.0443	0.0092	0.6278
O	2.6423	2.5153	8.2845	0.0812	0.1332	-0.029
O	8.2456	8.1752	8.0156	0.0181	-0.0529	-0.4644
O	5.5062	5.4674	8.0468	-0.04	-0.0917	-0.235
O	0.0197	-0.2004	8.0295	0.1404	0.0067	-0.6247
O	4.0974	6.8962	24.6638	-0.0037	-0.0298	0.6802
O	9.5609	1.4417	24.564	0.0345	-0.0277	0.5981
O	2.1149	8.8836	7.896	0.2096	-0.1069	0.5029
O	0.8524	4.307	8.9724	0.0455	0.0611	0.2037
O	8.8373	1.1571	8.831	-0.0118	0.1264	0.1193
O	6.794	10.2901	8.6679	-0.1039	0.0587	0.196
O	3.8569	0.3192	9.2894	-0.0262	0.186	0.3059
O	4.0836	7.4087	8.8564	-0.1984	0.1081	0.275
O	6.9383	3.6962	9.1917	-0.1258	-0.0767	0.2508
O	10.0363	6.2884	8.6518	0.2098	-0.1121	0.2429
O	3.3276	2.5048	23.9612	-0.0077	-0.0405	0.0326
O	5.1973	0.6003	23.9203	-0.0109	-0.0173	0.1323
O	7.873	3.3306	23.7748	0.0073	-0.0446	0.1681
O	10.6253	6.0558	23.9269	-0.0338	-0.0059	0.0883
O	8.7207	7.9262	23.9601	-0.0019	-0.0283	0.0483
O	2.3194	8.6829	23.9386	-0.0172	0.0314	0.113
O	5.8244	4.9877	24.1111	0.0224	-0.0085	-0.0233
O	0.4635	10.6121	23.8855	0.0076	0.0211	0.0497
Si	3.5425	10.4177	10.6664	0.5019	-0.5837	-1.0613
Si	0.9407	3.2124	12.6347	-1.3367	0.7962	-0.0225
Si	-2.46	-1.9069	11.7489	0.1483	-0.193	-0.2519
Si	4.4854	1.7884	23.0651	-0.115	-0.0941	0.1449
Si	-6.1446	-7.581	17.2492	-0.0665	-0.0226	1.2866
Si	3.3342	-11.063	15.8859	-0.3493	-0.5456	1.3002
Si	1.1881	9.4245	23.0329	0.0644	-0.0316	0.1149
Si	15.7415	8.4405	17.4387	0.4563	-0.1379	0.5165
Si	-1.9241	3.1472	12.634	-0.0251	0.2636	0.034
Si	-1.2779	4.2751	19.1419	-0.0835	0.045	0.6634
Si	2.4449	0.5248	21.0825	-0.1331	0.1401	0.4433
Si	4.9739	12.91	14.6219	2.3961	-0.1258	2.6762
Si	10.7078	18.0499	12.0116	-0.1874	0.2985	-0.1024
Si	2.561	0.9136	13.2165	-2.8348	-2.4128	-0.5601
Si	7.7038	11.2331	9.6576	0.4381	-0.4295	-0.5804
Si	0.2795	5.9906	17.13	-0.3158	-0.0136	0.3999
Si	5.4354	-2.2842	12.4176	0.4571	-0.2692	-0.1456
Si	2.613	-2.924	9.1494	-0.0512	-0.0128	-0.7115
Si	3.8757	3.4074	12.2461	0.1166	3.0331	-2.4408
Si	7.9286	6.0665	20.9335	0.1159	0.0112	0.2278
Si	7.2798	-2.3902	19.2032	0.2066	-0.1027	0.5785
Si	10.3526	5.2062	14.2524	-0.3025	0.398	0.1967
Si	2.4147	1.4049	18.2493	-0.3604	-0.0837	1.0409
Si	9.7921	-2.2147	17.4025	-0.1505	0.0531	0.3751
Si	6.5914	2.9483	10.5933	1.0933	-0.1028	-0.6937
Si	-3.0968	1.3646	14.6216	1.0099	-0.3012	0.5628
Si	0.1352	1.9904	20.1076	0.0281	0.0791	0.5634
Si	8.9652	-0.0398	19.1718	0.1164	0.0615	0.49
Si	6.5926	4.0515	23.0401	-0.0314	0.0689	0.2125
Si	9.9038	7.243	23.0745	-0.0224	-0.1021	0.2135
Si	7.7449	2.3347	17.5647	0.4825	-0.0836	0.632
Si	11.3104	5.7608	9.5131	-0.3639	0.0613	-0.395
Si	6.3934	7.7971	14.8892	0.325	0.083	0.1888
Si	4.5287	-4.7446	13.7241	0.2353	1.0354	0.3767
Si	3.4118	6.055	16.7346	-0.1809	0.1666	0.2557
Si	8.7963	-1.5241	14.7156	0.1378	-0.2311	-0.0699
O	5.8772	7.812	16.4018	-0.071	-0.0288	-0.1119
O	5.7495	-2.028	18.6933	-0.3128	0.0452	-0.3579
O	7.9914	2.255	15.9646	-0.2293	-0.0564	-0.5106
O	-1.7575	-1.3917	13.1455	-0.0193	0.0925	0.1421
O	6.9637	-2.5487	11.8574	-0.2753	0.0171	0.15
O	14.6482	7.2904	17.7656	-0.0313	-0.0117	-0.1603
O	1.229	1.6296	21.266	0.0059	-0.0768	-0.2361
O	3.8468	13.0083	13.3445	0.4017	0.0118	0.2712
O	-2.0148	1.7337	13.4647	-0.1813	-0.0169	0.0442
O	0.0164	5.759	11.1041	0.1303	-0.178	0.0127
O	6.2507	2.9392	17.8892	-0.3856	0.1014	-0.3654
O	8.4846	5.2369	19.6675	0.034	-0.0392	-0.2188
O	-3.0241	-0.195	15.0606	-0.2751	0.3589	-0.0822
O	-0.6023	5.4876	15.8478	0.0301	-0.105	-0.1987
O	-0.031	7.5472	17.5229	0.0665	-0.0058	-0.1351
O	-0.4868	3.1025	11.822	0.3831	-0.1779	0.1323
O	7.1122	-3.5988	20.3038	-0.042	0.1451	-0.3187
O	10.8308	5.1056	18.4224	0.1867	0.1147	-0.2838
O	3.7925	1.0771	21.7799	0.0697	0.0725	0.0022
O	-8.637	3.5117	11.7238	1.1273	-0.6733	0.6231
O	7.961	0.863	18.2436	-0.2065	0.1677	-0.2999
O	10.3768	14.3803	20.3645	-0.0493	0.0189	-0.2966
O	3.655	6.3693	15.1148	0.0601	-0.1169	-0.271
O	0.9684	2.0605	18.6774	0.2278	-0.0573	-0.453
O	1.8378	-5.2299	16.8269	0.2469	-0.0517	-0.1247
O	6.7018	12.2715	10.3994	-0.3554	0.2703	0.3051
O	7.7383	14.3535	11.6646	-0.1732	-0.0156	0.0978
O	9.4755	-3.0763	11.2229	0.0515	0.0074	0.0853
O	11.9996	18.98	12.2909	0.1346	0.0537	-0.0366
O	0.7638	4.3662	13.797	0.4778	-0.4421	-0.2646
O	-0.6596	-4.2906	13.5095	0.0803	-0.1895	0.0519
O	2.6621	9.0542	10.4029	0.0707	0.2962	0.2372
O	1.6024	6.799	9.3811	0.1145	0.09	0.2598
O	5.047	14.193	11.1023	-1.1712	-0.3972	1.1467
O	4.6941	0.7366	15.6427	-0.0724	0.6269	-1.0722
O	2.7872	0.3752	19.4831	0.0635	0.0867	-0.529
O	4.2228	4.7718	13.0505	-0.3173	-1.7481	-0.2027
O	9.2163	6.5923	21.7631	0.048	0.0564	-0.0052
O	5.6527	9.0049	14.0179	-0.186	0.1165	-0.0146
O	-1.0788	0.891	20.161	-0.0883	-0.1012	-0.2127
O	7.0193	5.0463	21.8171	-0.0535	-0.1203	0.02
O	-2.9591	-2.9194	14.8777	-0.095	0.0089	-0.0061
O	1.9422	-0.889	21.7176	-0.0865	-0.0771	0.0426
O	-0.8508	-0.8987	18.3306	0.0324	-0.1105	-0.2211
O	2.2275	0.6081	16.8381	0.2401	-0.1515	-0.684
O	2.6657	-0.251	14.3791	0.36	0.9058	-0.7896
O	5.575	2.8793	22.5199	0.0052	0.025	-0.0416
O	8.9441	-7.6685	18.104	-0.2149	-0.1495	-0.3433
O	3.6242	2.4775	17.9969	0.2853	0.1803	-0.4163
O	-0.9984	-1.6711	15.8534	-0.0257	0.0622	-0.1702
O	2.6071	0.3237	11.6973	0.2855	1.0169	1.2204
O	1.1607	1.7455	13.3551	1.4312	-0.1778	0.2574
O	-7.06	-1.3986	16.6927	-0.2199	0.4477	-0.395
O	6.4195	12.6963	13.9274	-1.8177	0.2495	-0.4917
O	4.9024	-7.6801	15.6111	-0.3987	-0.5329	-1.5684
O	0.0627	8.3393	22.5722	0.004	0.0103	-0.0554
O	7.9676	-1.0888	19.956	-0.0407	-0.0263	-0.2664
O	4.407	-3.5919	12.5078	-0.0574	-0.245	0.1575
O	-2.6322	-2.7508	17.9402	0.0879	-0.025	-0.2192
O	4.8508	9.8762	11.5079	-0.2337	0.3263	0.1098
O	9.0545	4.3381	13.7636	0.0076	-0.1663	-0.1002
O	8.4688	-0.6351	10.7511	-0.1093	0.1993	0.012
O	4.3667	-6.027	17.4017	0.0973	-0.1906	-0.2037
O	6.0958	-4.5967	14.2002	-0.2079	-0.2052	-0.0677
H	12.5336	19.404	11.5825	-0.1665	-0.1293	0.1238

Results
free energy: -133980.774 eV
free energy less fixed offsets of H -15.97, O -568.88, Si -635.61 eV per atom: -2.844 eV

The program warned: the cutoff lies below the one the program advises for these potential files; the exchange-correlation potential is rough where the density is thin.
